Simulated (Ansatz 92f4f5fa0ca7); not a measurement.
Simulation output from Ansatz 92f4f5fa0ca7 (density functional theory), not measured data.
Periodic cell of 256 atoms, Si144O112, from a study of silicon, its oxide and their interface. The atomic structure is a simulated model.
This geometry differs little from another in the collection (a relaxation step or a small displacement).

Settings: functional r2SCAN; potential files Ansatz PAW; basis plane waves; wave-function cutoff 800 eV; density cutoff ratio 5; exchange-correlation grid ratio 1; k mesh 1 x 1 x 1, shifted by 0.5 0.5 0 of a step; self-consistency stop 1e-10 eV per atom in the density residual; occupations fixed; spin none; net charge 0.

Cell vectors (angstrom)
a	10.887	0	0
b	0	10.887	0
c	0	0	36.9709

Atoms: element, x, y, z (angstrom)
Si	-0.0323	-0.1822	-0.1726
Si	2.8646	2.7885	0.1419
Si	-0.505	5.9567	-0.0436
Si	3.2774	7.6504	-0.1129
Si	6.0406	-0.5801	0.0514
Si	7.6061	3.2301	-0.0586
Si	5.4235	5.4224	0.3796
Si	8.2267	8.1361	0.4226
Si	1.3692	1.2743	1.164
Si	4.0735	4.0452	1.649
Si	1.3981	6.8012	1.1694
Si	4.2576	9.3311	1.2856
Si	6.8402	1.3479	1.2364
Si	9.3828	4.1975	1.2367
Si	6.8176	6.7717	1.6542
Si	9.6815	9.5458	1.5116
Si	-0.0345	2.7274	2.5233
Si	2.7854	-0.0884	2.5497
Si	0.1751	8.1337	2.7288
Si	2.6159	5.4737	2.7556
Si	5.4934	2.5818	2.7735
Si	8.2413	0.103	2.7099
Si	5.445	8.1529	2.9001
Si	8.2059	5.3848	2.8669
Si	1.2835	4.0518	4.0336
Si	4.068	1.2619	4.0453
Si	1.4698	9.5222	4.0649
Si	4.0217	6.788	4.1549
Si	6.8213	3.9939	4.1381
Si	9.5762	1.4312	4.068
Si	6.8555	9.5948	4.0972
Si	9.6171	6.8031	4.0874
Si	0.0504	0.0046	5.3802
Si	2.7047	2.6863	5.3621
Si	-0.0019	5.4213	5.4766
Si	2.7311	8.1798	5.5196
Si	5.4433	-0.0055	5.4741
Si	8.1992	2.7079	5.5059
Si	5.4297	5.3951	5.4338
Si	8.2209	8.1814	5.4044
Si	1.3761	1.3526	6.7723
Si	4.062	4.0386	6.7707
Si	1.3402	6.8083	6.8361
Si	4.0969	9.536	6.8574
Si	6.7936	1.3634	6.837
Si	9.5142	4.1058	6.8573
Si	6.8253	6.7993	6.7411
Si	9.5606	9.5401	6.7704
Si	0.01	2.7024	8.133
Si	2.7177	0.0327	8.1944
Si	-0.0205	8.1899	8.1976
Si	2.7119	5.4102	8.1287
Si	5.423	2.7359	8.1964
Si	8.1784	-0.0161	8.1411
Si	5.4842	8.1462	8.1294
Si	8.1284	5.4715	8.1949
Si	1.3702	4.0378	9.4945
Si	4.0671	1.39	9.586
Si	1.324	9.587	9.5545
Si	4.0963	6.7801	9.4365
Si	6.7705	4.1083	9.579
Si	9.5063	1.3805	9.4852
Si	6.8133	9.5195	9.4998
Si	9.491	6.8272	9.5637
Si	-0.0513	0.1095	10.9227
Si	2.6956	2.7571	10.9717
Si	-0.0224	5.3651	10.8136
Si	2.7616	8.1668	10.7539
Si	5.4796	0.0101	10.87
Si	8.1649	2.7056	10.8887
Si	5.3528	5.4646	10.917
Si	8.1168	8.1984	10.9323
Si	1.2799	1.4715	12.359
Si	4.0351	4.1225	12.3752
Si	1.4274	6.7295	12.0109
Si	4.0832	9.5196	12.1449
Si	6.8055	1.3753	12.2906
Si	9.5402	4.0339	12.263
Si	6.6908	6.8364	12.2589
Si	9.4463	9.6493	12.2482
Si	-0.0109	2.8388	13.8892
Si	2.6944	-0.0179	13.4638
Si	0.0429	8.128	13.1775
Si	2.6376	5.5475	13.6712
Si	5.4227	2.7205	13.6863
Si	8.1318	0.0733	13.7839
Si	5.3696	8.2339	13.6443
Si	8.0281	5.3556	13.4746
Si	0.9151	4.758	15.1102
Si	4.1247	1.1477	14.8766
Si	1.5195	9.2098	14.5795
Si	3.786	7.1254	14.9854
Si	7.0364	3.8437	15.0217
Si	9.2996	1.6381	15.1945
Si	6.3768	9.8825	14.9906
Si	9.5359	6.7933	14.4105
Si	20.2306	-13.2669	30.3431
Si	1.6231	8.7344	18.6315
Si	27.6092	-1.0792	28.3183
Si	-11.3358	1.8992	24.0587
Si	21.4683	10.3509	16.9127
Si	20.9722	-2.4562	25.9028
Si	24.1631	-10.1082	24.3027
Si	35.3021	-1.1998	31.7506
Si	20.4425	-15.1427	28.1866
Si	24.8056	-15.4822	22.9793
Si	26.0624	11.7758	35.1135
Si	36.0269	2.5621	17.4999
Si	2.078	-1.3177	34.7523
Si	39.3884	-1.1272	31.1486
Si	31.6539	-10.5116	29.459
Si	23.605	-10.374	29.3355
Si	16.3714	1.9458	19.5689
Si	43.1172	-4.9196	30.7573
Si	15.9709	-5.6907	17.1193
Si	20.3439	-19.9136	35.0268
Si	25.0114	-8.9592	21.4892
Si	6.0852	-4.9199	22.3906
Si	22.9759	-7.0485	32.1152
Si	19.7197	-4.4293	18.868
Si	36.3056	-19.0726	30.4505
Si	8.3087	-11.0975	26.978
Si	12.345	-18.3196	19.6343
Si	18.4745	-6.4424	27.8336
Si	38.033	-5.8513	29.6883
Si	5.0361	-10.0459	32.3254
Si	-4.4768	10.6365	20.9586
Si	11.7418	4.0477	35.1266
Si	39.2274	-6.1686	19.6231
Si	13.0664	-13.01	24.7953
Si	51.5754	-19.3605	25.488
Si	31.223	-19.7696	32.0325
Si	14.2331	-11.764	20.6055
Si	33.6234	-15.8864	17.9623
Si	14.2148	-0.3591	26.8392
Si	26.3798	-13.8337	30.284
Si	40.6272	4.1825	30.7492
Si	21.0487	-7.5147	21.5056
Si	-13.9278	8.0239	21.2885
Si	-2.6817	19.3287	16.7654
Si	19.4904	6.835	23.8588
Si	0.2236	-5.0679	22.8018
Si	34.248	-3.0217	21.3156
Si	29.782	-20.0396	22.7405
O	-6.5015	6.4507	-0.4341
O	9.9997	0.9576	-20.4229
O	0.7233	9.8208	-1.3425
O	35.4274	-4.15	-15.5452
O	21.7555	-18.84	-16.8675
O	14.0701	-2.4863	-6.0488
O	0.023	5.3881	-1.4874
O	6.4433	4.3612	-0.4079
O	3.0557	-1.7992	-10.843
O	12.7562	-1.5613	-3.8204
O	7.5259	9.5056	-16.1833
O	-0.5262	7.5428	-5.8048
O	-8.8485	-7.0221	-0.7688
O	19.0639	2.9631	-5.1946
O	26.5732	1.5599	-3.2232
O	31.0917	-12.3244	17.3445
O	0.4214	9.8773	15.5654
O	3.9691	4.0279	17.1843
O	4.9804	-2.3751	28.8006
O	3.2089	12.6593	16.0923
O	18.3324	3.4441	26.5815
O	28.0426	-16.9238	21.216
O	11.482	8.504	25.0848
O	8.7646	-3.0702	15.3973
O	32.2165	-5.9097	21.5701
O	6.8536	-1.6487	16.4148
O	28.1899	3.1814	19.2074
O	13.6503	11.5185	20.6383
O	8.6364	-2.9372	22.6837
O	3.1824	0.8294	25.7237
O	33.4979	-2.749	19.9225
O	17.2851	-0.4349	29.706
O	3.0739	9.31	19.1395
O	13.5239	-2.6253	15.3389
O	2.3029	-0.776	23.9095
O	13.3069	14.0967	20.925
O	0.4518	7.3696	22.3405
O	5.5545	5.5546	18.6367
O	10.536	5.7794	15.187
O	31.15	-20.8923	30.8979
O	-3.6639	5.9665	23.5925
O	11.7619	-20.5407	24.6295
O	21.051	-1.2135	29.5962
O	13.7617	-14.2545	24.034
O	6.9086	11.5927	22.1778
O	13.8117	1.6781	29.4532
O	26.6725	-0.8608	21.1041
O	21.8132	2.8693	22.8523
O	12.2029	-5.9866	16.6983
O	27.5246	-13.3011	31.305
O	17.3479	-27.9146	30.8615
O	45.9497	-12.5638	21.6296
O	24.7041	10.9298	34.9302
O	6.1579	-5.7955	28.2667
O	7.7199	-31.7611	25.9743
O	40.8853	-12.5923	31.2831
O	6.3851	-3.5521	21.5498
O	9.6431	0.6179	36.04
O	30.6027	-14.4294	20.208
O	10.2653	6.1629	18.1956
O	12.6079	-16.4552	23.2926
O	9.9101	5.8511	23.8891
O	31.4137	-8.259	25.2796
O	26.3604	-15.9785	23.0252
O	30.5718	-10.283	28.2952
O	39.0696	-21.1414	19.6126
O	34.3383	29.1278	17.7383
O	23.7474	2.6373	18.3239
O	17.2506	15.535	16.2716
O	37.4599	-11.0586	27.4829
O	20.1997	-9.9524	23.347
O	8.1467	2.7016	35.4593
O	22.6005	-0.8583	18.0395
O	19.9397	-5.5962	31.1971
O	5.2415	-10.7988	15.4447
O	13.941	-20.123	23.0858
O	48.4253	-8.9155	31.198
O	30.4093	-8.1018	21.6216
O	34.1521	4.1376	33.6684
O	16.3561	-21.8727	35.5811
O	31.1017	-20.4147	33.5067
O	17.3329	0.0419	32.2377
O	23.2607	-5.8517	19.2442
O	18.7992	-3.6292	17.7988
O	4.4343	-4.4102	16.3523
O	22.1389	-9.7533	29.0889
O	14.7828	-0.2807	32.1507
O	8.1568	-8.1157	15.6077
O	22.6027	-5.639	31.4315
O	15.6677	13.0623	21.0297
O	12.6266	-11.228	30.7204
O	7.1971	-1.6974	36.6248
O	46.1012	-7.6576	31.513
O	41.4583	-3.1658	25.1926
O	19.4799	-5.2599	27.3848
O	37.0629	1.7284	18.4046
O	21.6669	13.6487	35.208
O	24.0141	-11.2246	28.0377
O	28.9147	-23.0502	27.3737
O	32.6289	-29.8527	31.9361
O	52.2039	-25.0876	29.189
O	7.3675	2.5658	23.9979
O	32.1957	-25.123	27.2008
O	51.6411	-5.8057	19.2501
O	-1.6409	-3.7779	36.5631
O	31.3482	-0.9783	26.3252
O	-6.89	2.0373	36.1997
O	10.5928	27.6077	29.1461
O	26.3497	-15.4178	30.1136
O	2.8333	8.2877	35.4101
O	36.9216	-7.0026	29.5773
O	29.9578	-18.0377	29.1875

Results
free energy: -155986.632 eV
free energy less fixed offsets of O -570.45, Si -639.56 eV per atom: 0.408 eV

Forces (eV/angstrom), in the order of the atoms: element, x, y, z
Si	0.0276	0.0533	0.1661
Si	-0.0772	-0.0601	0.1089
Si	0.0316	-0.0281	0.2204
Si	-0.0304	0.0225	0.2182
Si	-0.0125	-0.0205	0.2117
Si	0.033	-0.0023	0.219
Si	0.0038	0.0223	0.1385
Si	-0.0022	-0.0157	0.1571
Si	0.016	0.0207	-0.0491
Si	0.0142	0.008	0.0181
Si	0.0036	-0.0013	0.0429
Si	-0.0181	0.0266	-0.0251
Si	0.0089	-0.0099	0.0515
Si	0.0328	-0.0206	-0.0222
Si	0.0092	-0.0039	0.0086
Si	-0.0575	-0.0327	-0.001
Si	-0.0199	0.0075	0.0274
Si	0.0201	-0.0197	0.0208
Si	-0.0412	0.0124	0.0425
Si	0.0302	-0.0368	0.0523
Si	-0.0405	0.0491	0.0543
Si	0.0235	-0.0478	0.0566
Si	0.0274	-0.0143	0.0495
Si	-0.024	0.0401	0.0461
Si	0.0091	0.0048	-0.0132
Si	0.0024	0.0111	-0.0111
Si	-0.0161	-0.001	-0.0222
Si	0.0253	0.0096	-0.0139
Si	0.0126	0.0143	-0.0082
Si	0.0013	-0.0148	-0.0241
Si	-0.0134	-0.032	-0.0281
Si	-0.012	-0.0153	-0.0188
Si	0.0282	-0.0077	0.0063
Si	-0.0019	-0.0235	0.008
Si	-0.0297	0.0269	-0.0004
Si	-0.0028	-0.0001	0.0076
Si	0.0092	0.0057	0.0014
Si	-0.016	0.0154	0.0256
Si	0.001	0.0054	0.0197
Si	0.0065	-0.0173	0.0155
Si	-0.0261	-0.0015	-0.0124
Si	-0.0055	0.0222	0.0098
Si	0.0166	-0.0028	0.0071
Si	-0.0032	-0.0291	0.0116
Si	0.0042	-0.001	0.0215
Si	0.0113	-0.0015	0.0071
Si	-0.0024	0.0183	0.0209
Si	-0.0103	0.0026	-0.0017
Si	0.0039	0.0095	-0.0121
Si	0.0241	-0.0034	-0.0011
Si	-0.0135	-0.0156	-0.0248
Si	-0.0072	0.0238	-0.0144
Si	0.0093	-0.0225	0.0091
Si	0.0038	-0.0111	-0.0121
Si	-0.016	-0.0065	-0.0078
Si	0.023	-0.0173	-0.0019
Si	-0.0131	0.0135	-0.0007
Si	-0.0127	0.0091	-0.002
Si	-0.0028	-0.0147	-0.0062
Si	-0.0008	-0.0111	-0.0007
Si	-0.0148	0.0333	0.001
Si	-0.0109	-0.0015	-0.002
Si	0.0124	-0.0135	0.0164
Si	0.0003	0.0295	-0.0191
Si	-0.0023	-0.0131	0.0043
Si	0.0171	0.0015	0.0132
Si	0.0269	0.0152	0.0044
Si	-0.0416	0.0126	-0.0116
Si	0.0083	0.0023	0.0258
Si	-0.0191	0.0193	0.0262
Si	0.0052	0.0185	0.0174
Si	0.0284	-0.0096	0.0101
Si	-0.003	-0.021	-0.0133
Si	-0.0029	0.0161	-0.0411
Si	-0.0288	0.0174	-0.0606
Si	-0.0059	-0.0091	-0.0687
Si	-0.0163	-0.0061	-0.0414
Si	-0.0119	0.0318	-0.0598
Si	0.0194	-0.0189	-0.0103
Si	0.0275	-0.0422	-0.0233
Si	-0.01	0.0274	0.015
Si	0.0083	-0.0007	-0.021
Si	-0.0324	0.0174	-0.1111
Si	0.0127	-0.0237	0.0332
Si	-0.0175	-0.0216	0.0366
Si	0.013	0.0056	-0.0164
Si	0.002	0.0248	-0.0032
Si	0.0219	0.0048	-0.0258
Si	-0.0529	-0.0503	-0.2799
Si	0.0425	-0.0046	-0.2052
Si	0.0014	0.0115	-0.117
Si	0.0159	-0.0202	-0.2113
Si	0.0269	-0.0249	-0.2128
Si	0.0145	-0.0013	-0.195
Si	0.0442	-0.0036	-0.1977
Si	0.0382	-0.0798	-0.1081
Si	0.0128	0.0078	0.1284
Si	-0.0625	-0.0038	-0.2448
Si	-0.0258	-0.0055	0.1683
Si	-0.0125	0.0125	-0.0709
Si	-0.0616	0.0647	-0.257
Si	0.0045	-0.0311	0.0099
Si	0.032	0.0064	-0.0828
Si	-0.0039	0.0149	0.2119
Si	0.0044	-0.0138	0.1676
Si	0.0194	-0.0339	-0.1157
Si	-0.009	-0.0447	0.211
Si	0.0473	0.0311	-0.2524
Si	-0.0084	-0.0394	0.2819
Si	-0.0219	0.054	0.1218
Si	0.0406	0.0138	0.1468
Si	0.0364	0.0322	0.1792
Si	-0.061	0.0577	-0.1743
Si	0.0174	-0.0646	0.1232
Si	-0.0017	0.0344	-0.269
Si	-0.0015	0.017	0.2727
Si	0.0413	0.0124	-0.1679
Si	0.0201	-0.0345	-0.1641
Si	-0.0142	-0.0068	0.1956
Si	0.0106	0.0341	-0.2642
Si	-0.0297	-0.0102	0.1682
Si	0.0206	0.0014	0.1103
Si	0.0518	0.057	-0.258
Si	-0.0037	0.0129	0.1495
Si	-0.0175	-0.0419	0.1163
Si	-0.0858	0.0491	0.1803
Si	-0.0536	0.0229	-0.1668
Si	-0.0307	0.027	0.2238
Si	-0.0477	0.0227	-0.2246
Si	0.0284	-0.0066	-0.0323
Si	-0.0058	0.0057	-0.0033
Si	0.0679	0.0478	0.2091
Si	-0.0122	-0.048	-0.1751
Si	0.0017	-0.0776	-0.2806
Si	-0.0362	0.0241	0.0974
Si	-0.0416	0.047	0.1235
Si	0.0315	-0.0339	0.1577
Si	0.038	0.0273	-0.1801
Si	0.0225	-0.0483	-0.1872
Si	0.0118	0.0508	-0.2263
Si	-0.0055	0.0069	-0.101
Si	0.0185	0.0041	-0.0609
Si	-0.0126	0.0033	-0.2069
Si	-0.0274	0	-0.1217
O	-0.0239	0.0273	-0.0935
O	0.0195	-0.0502	0.1328
O	0.0496	-0.0664	-0.1092
O	0.0077	-0.0076	0.0596
O	-0.068	-0.0323	0.0876
O	0.0197	-0.0509	-0.0883
O	0.0112	-0.0403	-0.1614
O	0.0353	-0.0229	-0.094
O	0.0087	-0.03	-0.0185
O	-0.0119	-0.0157	-0.2017
O	0.0146	0.0199	0.044
O	-0.0086	0.0147	-0.0388
O	-0.0497	0.0689	-0.086
O	-0.0573	0.0488	-0.0655
O	0.0539	0.0293	-0.1681
O	0.0148	0.0093	0.1249
O	-0.0377	0.0141	0.1431
O	-0.0306	-0.0351	0.1042
O	0.0044	0.0135	-0.1036
O	-0.0635	0.0443	0.1726
O	-0.009	-0.0303	-0.0583
O	-0.0301	0.0332	0.1428
O	-0.0116	0.0112	0.0057
O	-0.0561	0.0536	0.1096
O	-0.0128	0.0254	0.0095
O	0.0056	-0.0282	0.1408
O	0.0393	-0.0131	0.081
O	-0.0305	0.0296	0.0576
O	0.0418	0.0092	0.0912
O	0.0194	0.0273	-0.0052
O	0.0171	-0.0154	0.139
O	0.0046	0.0029	-0.0964
O	0.043	0.0281	0.1093
O	0.0083	0.0238	0.104
O	0.004	-0.0208	0.0109
O	0.0239	-0.006	0.1079
O	-0.0499	-0.0086	0.0434
O	0.048	0.0181	0.1745
O	0.0003	-0.0112	0.1063
O	-0.0221	-0.0618	-0.1052
O	0.0214	-0.0118	0.0815
O	-0.0042	-0.0053	0.0388
O	0.0081	0.0076	-0.0416
O	-0.0003	0.0685	0.058
O	0.0296	0.0378	0.0834
O	-0.0092	-0.026	-0.0791
O	0.0309	-0.0141	0.0672
O	0.0243	-0.0298	0.0832
O	0.0167	0.0534	0.2461
O	0.0114	-0.0136	-0.0226
O	-0.0265	0.0029	-0.0355
O	0	0.0129	0.0976
O	-0.0059	0.0078	-0.0736
O	0.0138	0.0044	-0.0993
O	-0.0364	-0.0084	-0.0242
O	0.0226	-0.0112	-0.0362
O	-0.0448	0.0111	0.0409
O	-0.0725	0.0407	-0.1041
O	-0.0135	0.0516	0.1837
O	-0.0712	-0.0095	0.0967
O	0.0149	-0.0089	0.0694
O	-0.0113	-0.0154	0.0626
O	0.0137	0.007	0.0274
O	-0.016	-0.0103	0.0737
O	-0.0463	0.011	-0.076
O	0.0288	-0.0584	0.0625
O	0.0343	0.0431	0.0687
O	-0.0738	0.0042	0.1236
O	-0.0489	0.0667	0.1759
O	0.0103	0.0219	-0.0708
O	0.0191	-0.0035	0.034
O	0.0227	-0.0112	-0.1559
O	0.0668	-0.0452	0.1406
O	-0.0185	-0.0012	-0.0482
O	0.0062	0.0005	0.0797
O	-0.0215	-0.0186	0.1289
O	0.0267	0.0444	-0.08
O	-0.0295	-0.0266	0.0598
O	0.0333	0.0059	-0.1861
O	-0.0179	0.0313	-0.1476
O	-0.0286	-0.0334	-0.2105
O	0.0637	-0.0486	-0.0549
O	0.0143	-0.0266	0.1526
O	-0.015	-0.0865	0.1598
O	0.0372	-0.0544	0.1518
O	-0.0416	0.0061	-0.0555
O	0.0158	-0.0264	-0.068
O	-0.0015	-0.0105	0.0752
O	-0.0132	0.0976	-0.0794
O	-0.0039	0.0014	0.1094
O	-0.0483	0.0239	-0.0922
O	-0.0586	0.0434	-0.0825
O	0.0582	-0.0166	-0.0823
O	-0.0066	0.014	0.029
O	-0.0144	-0.0084	-0.0633
O	0.0618	-0.0594	0.1113
O	-0.0026	0.007	-0.072
O	0.0283	-0.0435	-0.1228
O	0.0261	-0.0044	-0.0655
O	-0.0273	-0.0217	-0.0783
O	-0.0169	-0.0077	-0.0903
O	-0.0082	0.0056	0.0377
O	0.0309	0.042	-0.0694
O	0.017	-0.025	0.0818
O	0.0303	-0.0488	-0.0948
O	0.0148	-0.0001	-0.0333
O	0.0821	-0.0448	-0.0699
O	-0.012	0.0164	-0.095
O	0.0079	0.0061	-0.0364
O	-0.0119	0.05	-0.1771
O	0.028	0.0536	-0.075
O	0.0109	0.0031	-0.1188

The program warned: the cutoff lies below the one the program advises for these potential files; the forces do not sum to zero within the program's tolerance; empty levels may hold ghost states of the PAW files; the exchange-correlation potential is rough where the density is thin.
